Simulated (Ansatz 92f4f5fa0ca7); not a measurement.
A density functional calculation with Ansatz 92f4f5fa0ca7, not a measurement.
Periodic cell of 273 atoms, Si162O105As6, from a study of silicon, its oxide and their interface. The atomic structure is a simulated model.
Doubt: the cutoff is far below the 930 eV that the study's wrapper takes by default for these files, so forces and energies are approximate.
This geometry differs little from another in the collection (a relaxation step or a small displacement).

Settings
functional: PBE
potential files: Ansatz PAW
basis: plane waves
wave-function cutoff: 580 eV
density cutoff ratio: 5
exchange-correlation grid ratio: 1
k mesh: 1 x 1 x 1, Gamma-centred
self-consistency stop: 5e-08 eV per atom in the density residual
occupations: fixed
spin: none
net charge: 0

Cell vectors (angstrom)
a 11.6015 0 0
b 0 13.3963 0
c 0 0 31.1303

Atoms and the computed forces on them: element, x, y, z (angstrom), force x, y, z (eV/angstrom)
As -0.0703 -0.0553 24.0875 -0.0032 0.0025 0.0025
Si 3.8472 -0.0779 24.3272 0.0034 0.008 0.0153
Si 7.6984 0.0493 24.5936 0.0041 -0.0022 -0.0053
Si 1.8133 3.2236 24.1146 0.0053 0.01 0.0135
Si 5.8802 3.4387 24.4698 0.0003 0.0103 0.0084
Si 9.5038 3.3686 24.4631 0.0012 0.0065 0.0055
As -0.0795 6.69 24.1365 -0.0013 0.0011 0.0009
Si 3.8608 6.6959 24.2102 -0.0042 -0.0016 0.0161
As 7.7019 6.7021 24.2758 -0.0069 -0.0069 0.0007
Si 1.7844 10.0159 24.3756 0.0071 0.0002 0.0116
Si 5.8673 10.1309 24.6109 -0.0078 -0.0108 -0.0091
Si 9.6368 9.842 24.5153 -0.0062 0.0124 0.0026
Si -0.0974 2.1704 25.0784 -0.0033 -0.0076 -0.009
Si 3.8453 2.2365 24.9547 -0.0009 -0.0104 -0.006
Si 7.6862 2.2469 25.4412 -0.0037 -0.0079 -0.01
Si 1.8786 5.5136 24.9769 0.0082 -0.0005 -0.0103
Si 5.7634 5.6486 25.2674 -0.0005 0.0021 0.0054
Si 9.6432 5.6097 25.2591 -0.0014 -0.0013 0.0075
Si -0.0107 8.8088 25.3129 0.0081 -0.0032 -0.0033
Si 3.8284 8.9499 25.031 -0.0052 0.0038 -0.0066
Si 7.6874 8.8394 25.3852 0 -0.0017 0.0016
Si 1.8468 12.2821 25.1524 -0.0004 -0.0036 -0.0063
Si 5.754 12.3312 25.3736 -0.0043 0.0119 -0.0029
Si 9.6589 12.1939 25.139 0.0019 0.0025 -0.0104
Si -0.0279 2.2282 27.4868 0.0019 0.0076 0.0175
Si 3.8456 2.2333 27.428 -0.0061 0.0016 0.0091
Si 7.7181 2.2381 27.7406 -0.0026 0.0029 0.0179
Si 1.931 5.5411 27.4257 0.0078 -0.0065 0.0159
Si 5.7546 5.5968 27.6145 -0.0091 -0.0004 0.0024
Si 9.6701 5.5756 27.6051 0.0096 -0.001 0.0053
Si 0.0149 8.8935 27.6426 0.0022 0.0024 0.0154
Si 3.8465 8.9227 27.471 0.0009 0.0002 0.0122
Si 7.7217 8.9084 27.699 -0.0011 0.0102 0.0146
Si 1.913 12.2794 27.5383 0.0075 -0.0084 0.0117
Si 5.7638 12.3072 27.6912 0.0065 0.0034 0.0107
Si 9.655 12.2426 27.5349 -0.013 -0.0019 0.013
Si 1.9208 1.1272 28.3138 0.0023 -0.0024 -0.0039
Si 5.7461 1.1469 28.3948 0.0047 -0.0085 -0.0172
Si 9.679 1.0877 28.365 0.0037 -0.0032 -0.0038
Si 0.016 4.4478 28.3353 -0.0162 -0.0013 -0.0113
Si 3.8292 4.4403 28.3308 0.0023 0.0124 -0.0149
Si 7.712 4.4985 28.3902 0.0041 0 -0.0058
Si 1.957 7.7607 28.3385 -0.0005 0.0041 -0.0053
Si 5.7538 7.8224 28.3839 0.0051 -0.0037 -0.0052
Si 9.6747 7.798 28.4063 -0.0037 -0.0023 -0.007
Si -0.0068 11.1505 28.3604 0.0037 -0.0043 -0.0074
Si 3.8329 11.1395 28.3572 -0.012 0.004 -0.0121
Si 7.7163 11.1676 28.3835 0.0091 -0.0074 -0.0167
Si 1.9336 1.1164 30.7353 0.006 0.0412 -0.2936
Si 5.8008 1.1164 30.7353 -0.2592 0.1221 0.1348
Si 9.6679 1.1164 30.7353 0.101 -0.1156 -0.0146
Si 0 4.4654 30.7353 0.1227 -0.0265 -0.2603
Si 3.8672 4.4654 30.7353 -0.1146 -0.1232 -0.2448
Si 7.7343 4.4654 30.7353 -0.0521 0.1109 0.2765
Si 1.9336 7.8145 30.7353 0.1302 -0.1759 -0.2742
Si 5.8008 7.8145 30.7353 -0.1967 0.0393 0.1372
Si 9.6679 7.8145 30.7353 0.0247 -0.0695 0.3065
Si 0 11.1635 30.7353 -0.0148 0.0482 0.0887
Si 3.8672 11.1635 30.7353 -0.1319 -0.1133 -0.0193
Si 7.7343 11.1635 30.7353 0.0558 0.0613 0.1372
Si 0 0 0.3944 -0.0085 0.0277 0.0457
Si 3.8672 0 0.3944 0.1518 0.123 -0.3053
Si 7.7343 0 0.3944 0.0796 -0.0209 -0.1471
Si 1.9336 3.3491 0.3944 0.0204 0.0746 0.1191
Si 5.8008 3.3491 0.3944 -0.0925 -0.0729 -0.2192
Si 9.6679 3.3491 0.3944 0.0802 0.0429 -0.0047
Si 0 6.6981 0.3944 0.0619 -0.0683 -0.2059
Si 3.8672 6.6981 0.3944 -0.0884 0.168 0.0352
Si 7.7343 6.6981 0.3944 0.087 0.1309 0.1954
Si 1.9336 10.0472 0.3944 0.1749 -0.1272 0.075
Si 5.8008 10.0472 0.3944 0.0381 -0.1211 0.2935
Si 9.6679 10.0472 0.3944 -0.1309 -0.0167 0.208
Si 0.04 0.0002 2.7694 -0.0015 0.0084 0.0108
Si 3.9177 0.0197 2.7254 -0.001 0.0026 0.014
Si 7.7675 0.0169 2.7507 -0.0037 0.0078 0.0028
Si 1.9432 3.3615 2.7745 0.0091 -0.0004 0.0022
Si 5.7772 3.3519 2.7298 0.0005 0.0002 -0.0017
Si 9.6923 3.3662 2.7749 -0.0089 -0.0005 0.0002
Si 0.0347 6.677 2.738 -0.0001 0.003 0.0024
Si 3.8655 6.713 2.7627 0.0014 0.0007 0.01
Si 7.7569 6.7397 2.7897 -0.0037 -0.0035 0.0121
Si 1.979 10.0051 2.7796 -0.0166 0.0147 0.0072
Si 5.82 10.0304 2.8105 -0.0027 0.0039 0.0057
Si 9.6536 10.0507 2.7939 0.0063 0.0127 0.0066
Si 0.0293 2.2356 3.5717 -0.0022 -0.0133 -0.0192
Si 3.864 2.2299 3.5748 0.0002 0.006 -0.0203
Si 7.7191 2.2675 3.4877 -0.0037 -0.0038 0.0033
Si 1.9565 5.5915 3.611 -0.0028 -0.0009 -0.0118
Si 5.8018 5.588 3.4555 -0.0016 0.001 -0.0006
Si 9.7048 5.6144 3.5555 0.0121 0.0017 -0.0059
Si 0.0022 8.8983 3.4883 0.007 -0.0081 -0.0095
Si 3.9108 8.9011 3.6868 0.0155 -0.0093 -0.0122
Si 7.7404 8.9439 3.7182 -0.0113 -0.0049 -0.0084
Si 2.0186 12.2693 3.4513 0.0039 -0.0067 -0.0192
Si 5.8374 12.2926 3.5196 0.0012 -0.0024 -0.0083
Si 9.6944 12.3 3.5783 0.0045 -0.0031 -0.012
Si 0.0633 2.2693 5.9451 0.0097 -0.0039 0.0074
Si 3.8989 2.2209 5.9504 -0.0099 -0.0058 0.0127
Si 7.6735 2.2562 5.8255 0.0024 0.0004 -0.0129
Si 1.9676 5.5643 5.9998 -0.0001 0.0097 0.0035
Si 5.761 5.4975 5.7699 0.0008 0.0017 -0.0116
Si 9.7728 5.6078 5.9257 -0.0071 0.0066 0.0087
Si 0.0161 8.8622 5.8263 -0.0023 0.0211 0.0082
Si 3.9741 8.8365 6.1494 -0.0118 0.0015 0.0068
Si 7.7261 8.9344 6.1913 0.0129 0.0165 0.0048
Si 2.1111 12.2392 5.7744 0.008 0.0075 0.0115
Si 5.8579 12.3763 5.8671 0.0104 0.0001 0.0009
Si 9.7291 12.3242 5.9679 0.0093 0.0049 0.0098
Si 1.9777 1.0071 6.7126 0.0112 0.0066 -0.013
As 5.8298 1.1549 6.9693 -0.0067 -0.0002 -0.0014
Si 9.6329 1.2434 6.6077 -0.0093 -0.0122 -0.0123
As 0.0478 4.457 7.0067 0.0025 0.0053 0.0011
As 3.9116 4.4262 6.9584 0.0023 -0.0009 0.0021
Si 7.7614 4.5179 6.5568 0.0014 0.0057 -0.0082
Si 1.9179 7.8426 6.8231 0.0069 -0.0121 -0.0098
Si 5.8865 7.5233 6.9336 0.0029 -0.0097 -0.0057
Si 9.7377 7.8482 6.8746 -0.0075 -0.0198 -0.0105
Si 0.1486 11.1372 6.377 -0.017 -0.0184 -0.0083
Si 4.0572 11.1372 6.7644 -0.0051 -0.0005 -0.008
Si 7.7429 11.317 6.82 -0.0064 -0.0145 -0.0089
O 1.9767 0.7004 8.3555 -0.0054 -0.0055 0.0146
O 4.3734 11.1921 8.4116 0.0003 -0.0004 0.0111
O 7.7353 4.8166 8.1978 -0.004 0.0045 0.0115
O 9.8919 7.9531 8.5463 -0.0015 0.0049 0.0184
O 6.0313 6.8872 8.5248 0.0066 -0.0106 0.0158
O 1.6906 7.9873 8.4732 -0.0019 0.0057 0.0129
O 9.3639 1.5963 8.2008 0.0008 0.0037 0.011
O 0.5721 11.0258 7.9779 0.0081 0.0049 0.0011
O 7.5379 11.7602 8.4351 0.0042 0.0045 0.019
O 6.287 10.5967 23.0577 0.0012 0.0062 0.0012
O 3.9905 13.085 22.6739 -0.0039 -0.0043 -0.0178
O 6.3409 3.7337 22.8806 0.0086 0.0015 -0.0089
O 1.6522 3.0206 22.4487 -0.0028 -0.0086 -0.0181
O 9.065 3.4135 22.8368 -0.0058 0.0055 -0.0049
O 7.5442 0.3207 22.9705 0.0022 -0.0052 0
O 1.427 9.9344 22.7388 -0.0011 0.0023 -0.0183
O 4.0041 6.6796 22.5136 0.0051 0.0071 -0.0277
O 9.686 9.3825 22.9165 -0.0039 -0.0037 -0.0043
Si 3.315 12.9983 21.1794 -0.0053 -0.0013 0.0073
Si 11.8222 1.7693 11.502 -0.0004 0.0006 0.0061
Si -0.7872 13.6295 15.6559 -0.0031 0.0012 0.0029
Si 7.2427 3.6226 11.3271 -0.0015 0.0036 -0.0022
Si 8.8335 9.3212 14.9235 -0.0004 -0.0011 0.0006
Si 10.4339 0.9353 19.9259 0.0011 0.0029 0.0045
Si 1.7403 3.9953 18.371 -0.0013 -0.0011 -0.0005
Si 8.8666 10.2687 11.9485 -0.0023 -0.0069 0.0003
Si 4.9177 -2.9369 12.6766 0.0005 -0.001 0.0027
Si 3.6086 0.4719 14.7717 0.0005 0.0003 0.0041
Si 10.1943 6.6898 15.4205 0.0004 -0.0021 0.0076
Si 11.0521 -0.9697 12.9143 0.0005 0.0011 0.003
Si 5.7944 7.1579 18.636 0.001 -0.0014 -0.0037
Si 13.4155 0.0385 9.8352 0.0011 -0.007 -0.0021
Si 7.6848 3.5886 21.9512 -0.0062 -0.0044 -0.0067
Si 11.4879 11.1282 9.4342 -0.0064 -0.0001 0.0042
Si 4.464 -5.6315 21.3655 -0.0043 -0.0075 0.0089
Si 1.4928 2.2634 20.997 0.0017 0.0023 0.0066
Si 6.1706 -4.2298 16.3156 0.0001 -0.0047 0.0031
Si -4.5558 5.8123 9.2978 -0.0033 0.0099 -0.0022
Si 4.404 4.8966 16.8938 -0.001 0.0042 -0.0002
Si 9.2334 15.0205 9.8101 -0.0062 -0.0071 0.0022
Si 1.6606 8.7568 9.916 -0.0023 0.0001 -0.0017
Si 8.4634 -1.4228 9.7671 -0.0034 0.0055 -0.0134
Si 9.4741 7.6562 10.112 -0.0067 -0.0016 -0.0071
Si 2.0732 -2.2078 13.8049 -0.0004 -0.0014 0.0054
Si 6.4162 9.9077 21.5991 -0.0009 -0.0032 0.0048
Si -0.9745 11.935 18.0638 0.0021 -0.0027 -0.0012
Si 5.6848 -1.5451 15.3165 -0.0003 0.0015 0
Si 1.3692 2.4845 15.6745 -0.0033 0.0029 0.0051
Si 6.8792 3.4542 15.8509 0.0001 0.0017 0.0024
Si 3.8477 11.0759 9.9524 -0.0029 0.0038 -0.0009
Si 5.585 2.3937 13.4874 0.002 0.0029 0.0046
Si 10.9814 6.1984 18.3353 -0.002 0.0016 -0.0035
Si -2.4057 8.9376 21.4408 0.0008 0.0039 -0.0036
Si 1.1701 4.3593 13.1914 -0.0025 0.0003 0.0065
Si 5.8267 7.5845 13.6529 -0.001 0.0001 0.0045
Si 4.0021 5.1341 13.8703 0.0006 0.0024 0.0069
Si 8.0722 5.448 13.7726 -0.0017 -0.0012 0.005
Si 7.5405 -0.8787 17.4377 0.0008 -0.0011 0.0018
Si 8.7459 15.1133 17.4394 0.0031 0.0003 -0.0026
Si 13.7693 10.0184 21.2817 -0.003 -0.0001 0.0095
Si 11.4951 9.2095 19.2678 -0.0008 0.0003 -0.0044
Si 0.0887 8.9895 14.4842 0.0014 -0.0017 0.0045
Si 5.8134 -1.1963 19.8258 0.0012 0.0012 -0.0035
Si 7.8218 0.6889 21.4248 -0.0062 0.0078 0.006
Si 8.4306 6.2002 20.2227 -0.0038 -0.0037 -0.0058
Si 0.2803 7.1661 11.9601 -0.0016 -0.0004 0.005
O 9.397 0.5183 21.1011 0.0059 -0.0003 -0.0063
O 7.1584 -1.0671 15.8551 0 -0.0013 -0.0038
O 10.9764 -0.5002 19.3466 -0.0011 -0.0009 -0.0003
O 1.3822 -3.416 14.729 -0.0008 0.0004 -0.0033
O -1.2552 9.2861 20.386 -0.0035 -0.003 0
O 11.3943 -0.7566 16.8103 -0.0005 0.0015 -0.0012
O 6.4358 4.7705 10.4361 0.0004 -0.0068 0.0004
O 1.2054 2.9316 17.2366 -0.0001 -0.0014 -0.0024
O 7.424 2.2358 21.0632 0.0037 -0.008 0.0045
O 8.6837 13.5288 10.2285 0.004 0.005 -0.0072
O 4.4607 1.1926 13.539 -0.002 -0.0011 -0.0034
O -1.2204 9.8745 14.9754 -0.0021 0.0001 -0.0038
O -0.0406 1.8361 20.6611 -0.0055 -0.0055 -0.0015
O 1.9632 3.2811 19.8174 -0.0006 0.0039 -0.0042
O 7.2652 6.7411 19.213 -0.0016 0.0016 0.0051
O 5.1971 -2.9298 16.07 -0.0004 0.0014 -0.0009
O -0.1352 7.7625 18.507 -0.0016 -0.0036 0.003
O 0.6673 5.2185 18.5436 0.0009 -0.0004 0.0025
O 9.7633 1.8551 18.7211 -0.0027 0.0005 -0.0019
O 4.9971 10.9512 11.1122 0.0002 -0.001 0.0002
O 3.699 5.3125 15.4713 0.0013 -0.0007 -0.0012
O 1.6019 7.6022 11.0808 -0.0014 -0.003 -0.0006
O 2.3638 0.8936 20.9779 0.0002 -0.0018 0.0011
O 11.6151 7.5401 15.2804 -0.0011 0.0009 -0.0037
O 8.2276 2.7827 10.3409 -0.0008 -0.0005 -0.004
O 1.3056 9.4455 20.0314 -0.0038 -0.0012 -0.0006
O 7.6918 9.7529 16.0117 -0.0044 -0.0005 -0.002
O 8.816 7.3515 21.325 0.002 0.0057 -0.0012
O 2.74 4.7038 12.9453 0.001 0.0001 -0.0048
O 6.6613 2.2464 14.7386 0.0002 0.0005 -0.002
O 3.0577 -0.9197 10.2488 0 -0.0023 -0.0038
O 6.2837 2.4676 12.0095 -0.0053 -0.0028 -0.0012
O 11.1685 0.5663 12.3859 -0.0026 -0.0045 -0.0025
O 5.9231 8.3642 21.785 0.0004 0.0047 -0.0013
O 0.8983 11.6772 12.7977 -0.0006 0.0012 -0.0042
O 7.246 6.8095 13.3165 -0.0006 0.0005 -0.0022
O 3.3271 -2.9502 13.0877 -0.0022 0.0022 -0.0025
O 5.9804 8.5865 17.8329 0.0006 0.0026 -0.0014
O 8.0664 3.103 16.9313 -0.0015 -0.0009 -0.0015
O 7.5405 0.7018 17.8477 -0.0001 -0.0003 0.0008
O 7.8217 11.1683 11.0496 -0.0018 -0.0033 0.004
O 11.2263 10.4306 18.2186 -0.0015 0.0049 0.0009
O 13.2575 1.2767 10.8854 -0.0016 0.0051 -0.0008
O 5.47 3.6759 16.6593 -0.0007 0 -0.0004
O 2.5113 11.5877 21.0163 0.0023 0.0021 0.0026
O 5.2576 6.1107 17.5342 -0.0032 -0.0044 -0.001
O 5.5399 10.7565 20.5345 -0.0016 -0.0022 0.0035
O 4.6713 7.1857 19.8468 0.0031 -0.0014 -0.0006
O 9.0038 11.8637 17.7955 -0.0006 0.0014 0.0004
O 0.4517 12.5338 10.0363 0.0009 0.0048 0.0026
O 12.0668 5.7946 12.8339 0.0013 -0.0013 -0.0053
O 12.1425 3.1623 12.2828 0.0015 0.0038 -0.0034
O -2.635 7.7608 15.375 -0.0007 0.0053 -0.0033
O 4.4333 13.0539 19.9816 0.0031 0.0009 -0.002
O 7.3224 4.8342 15.0945 -0.0005 -0.0013 -0.0024
O -2.4182 8.9899 10.9957 -0.0022 0.009 0.0024
O 12.6921 3.8183 14.7492 0 -0.0011 -0.0018
O 11.5531 8.4669 12.9269 -0.0014 0.0045 0.0003
O 9.8817 11.269 9.3179 0.0039 0.0007 -0.002
O 5.0202 3.8998 13.6933 0.0001 -0.0017 -0.0034
O 3.211 4.5206 17.9233 0.0015 -0.0002 0.0012
O 4.7043 13.1062 15.7121 -0.0003 -0.0001 -0.0002
O 3.4489 9.0278 21.373 0.0009 0.0024 0.0017
O 8.1563 6.7055 10.089 0.0035 0.0029 -0.0044
O 7.9332 9.8819 21.0381 0.004 -0.0067 0.003
O 9.7995 5.8376 19.4048 0.0037 0.0014 0.002
O 0.3505 9.7381 10.1589 -0.0003 0.0006 -0.0042
O 10.0865 11.3464 12.1684 0.0007 0.0031 -0.0022
O 0.2951 1.3574 15.2403 0.0007 0.0005 -0.0023
O 7.0025 -0.3765 20.5431 -0.0015 -0.0012 0.0049
O 5.5582 -4.448 12.7769 -0.0002 -0.0001 -0.0046
O -1.1474 12.6604 14.4087 0.0001 0.0013 -0.0024
O 8.0785 4.3898 12.5222 0.0012 0.0033 0.0021
O 9.6561 5.6797 14.2238 0.0011 0.0009 -0.0038
O 5.6798 11.5172 13.6955 0.002 0.0019 -0.0005
O -2.0997 1.0383 16.165 0.0023 0.0021 -0.0026
O 10.3422 5.9295 16.8473 -0.0012 0.0007 -0.0032
O 5.8137 7.9927 15.2379 0.0011 0.0042 -0.0002
O 10.6697 6.8763 10.9025 0.0056 -0.0012 0.0011
O 10.7162 2.0399 10.3451 0.0038 -0.0002 -0.0019
O 2.5719 12.633 14.4285 -0.0001 0.0018 -0.0035
O 8.3264 9.7182 13.402 0.0003 -0.0002 0.0038
O 4.6152 6.5396 13.3247 -0.0005 -0.0016 -0.0046
O 6.3111 -1.5172 18.3091 0.0018 -0.0009 -0.0039
O 7.8606 4.8724 20.9723 0.0022 0.0091 -0.0003
O 2.8259 1.7352 15.4712 0.0002 -0.0006 -0.0023
O 2.9696 9.7047 10.0637 0.0009 0.0017 -0.0031

Results
free energy: -191838.898 eV
free energy less fixed offsets of As -4856.12, O -568.88, Si -635.61 eV per atom: -0.958 eV

The program warned: the cutoff lies below the one the program advises for these potential files; the forces do not sum to zero within the program's tolerance; the exchange-correlation potential is rough where the density is thin.
